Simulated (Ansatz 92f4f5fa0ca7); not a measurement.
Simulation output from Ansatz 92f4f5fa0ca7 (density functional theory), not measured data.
Periodic cell of 288 atoms, Si194O94, from a study of silicon, its oxide and their interface. The atomic structure is a simulated model.
Doubt: the cutoff is far below the 930 eV that the study's wrapper takes by default for these files, so forces and energies are approximate.

Settings
functional: PBE
potential files: Ansatz PAW
basis: plane waves
wave-function cutoff: 580 eV
density cutoff ratio: 5
exchange-correlation grid ratio: 1
k mesh: 1 x 1 x 1, Gamma-centred
self-consistency stop: 5e-08 eV per atom in the density residual
occupations: fixed
spin: none
net charge: 0

Cell vectors (angstrom)
a, 11.6015, 0, 0
b, 0, 10.938, 0
c, 0, 0, 41.2537

Atoms: element, x, y, z (angstrom)
Si, 0, 0, 0.9665
Si, 3.8672, 0, 0.9665
Si, 7.7343, 0, 0.9665
Si, 1.9336, 1.3673, 0.9665
Si, 5.8008, 1.3673, 0.9665
Si, 9.6679, 1.3673, 0.9665
Si, 0, 5.469, 0.9665
Si, 3.8672, 5.469, 0.9665
Si, 7.7343, 5.469, 0.9665
Si, 1.9336, 6.8362, 0.9665
Si, 5.8008, 6.8362, 0.9665
Si, 9.6679, 6.8362, 0.9665
Si, 1.9336, 2.7345, 40.2866
Si, 5.8008, 2.7345, 40.2866
Si, 9.6679, 2.7345, 40.2866
Si, 0, 4.1018, 40.2866
Si, 3.8672, 4.1018, 40.2866
Si, 7.7343, 4.1018, 40.2866
Si, 1.9336, 8.2035, 40.2866
Si, 5.8008, 8.2035, 40.2866
Si, 9.6679, 8.2035, 40.2866
Si, 0, 9.5708, 40.2866
Si, 3.8672, 9.5708, 40.2866
Si, 7.7343, 9.5708, 40.2866
Si, 0, 0, 4.8337
Si, 3.8672, 0, 4.8337
Si, 7.7343, 0, 4.8337
Si, 1.9336, 1.3673, 4.8337
Si, 5.8008, 1.3673, 4.8337
Si, 9.6679, 1.3673, 4.8337
Si, 0, 5.469, 4.8337
Si, 3.8672, 5.469, 4.8337
Si, 7.7343, 5.469, 4.8337
Si, 1.9336, 6.8362, 4.8337
Si, 5.8008, 6.8362, 4.8337
Si, 9.6679, 6.8362, 4.8337
Si, 1.9336, 2.7345, 2.9001
Si, 5.8008, 2.7345, 2.9001
Si, 9.6679, 2.7345, 2.9001
Si, 0, 4.1018, 2.9001
Si, 3.8672, 4.1018, 2.9001
Si, 7.7343, 4.1018, 2.9001
Si, 1.9336, 8.2035, 2.9001
Si, 5.8008, 8.2035, 2.9001
Si, 9.6679, 8.2035, 2.9001
Si, 0, 9.5708, 2.9001
Si, 3.8672, 9.5708, 2.9001
Si, 7.7343, 9.5708, 2.9001
Si, 0.1373, -0.2159, 30.7002
Si, 3.7877, 0.3175, 30.619
Si, 9.7304, 0.9388, 30.6387
Si, 1.7451, 1.4106, 30.6923
Si, 5.6636, 1.7028, 30.4927
Si, 7.9396, -0.543, 30.453
Si, 0.1202, 5.2793, 30.7075
Si, 5.3504, 7.1166, 30.4465
Si, 8.2116, 5.7423, 30.0714
Si, 1.9272, 6.739, 30.7428
Si, 3.8247, 5.3965, 30.6185
Si, 10.0957, 6.9144, 30.568
Si, 1.9563, 2.7028, 32.6406
Si, 5.8289, 2.7243, 32.6026
Si, 9.7191, 2.4405, 32.5618
Si, -0.0247, 3.9319, 32.6079
Si, 3.8816, 4.0737, 32.5835
Si, 7.8502, 3.8786, 32.6475
Si, 1.9718, 8.1932, 32.6109
Si, 5.6307, 8.2569, 32.517
Si, 9.7086, 8.1113, 32.579
Si, 0.011, 9.472, 32.6699
Si, 3.7914, 9.7366, 32.5395
Si, 7.6989, 9.3756, 32.5388
Si, 0.0395, -0.0513, 34.5533
Si, 3.8584, 0.0046, 34.5447
Si, 7.7333, -0.0952, 34.4345
Si, 1.9412, 1.3427, 34.5571
Si, 5.816, 1.3053, 34.4857
Si, 9.6852, 1.2319, 34.5482
Si, 0.0056, 5.4154, 34.473
Si, 3.872, 5.4385, 34.5055
Si, 7.748, 5.4383, 34.4456
Si, 1.9474, 6.7872, 34.5033
Si, 5.7786, 6.8085, 34.4161
Si, 9.6861, 6.7687, 34.5011
Si, 1.9306, 2.7424, 36.446
Si, 5.8142, 2.7082, 36.4062
Si, 9.6584, 2.7158, 36.4083
Si, -0.0052, 4.0856, 36.4269
Si, 3.8802, 4.0761, 36.4311
Si, 7.727, 4.0959, 36.4086
Si, 1.9421, 8.1712, 36.426
Si, 5.8094, 8.1621, 36.3881
Si, 9.6689, 8.18, 36.4102
Si, 0.0133, 9.5224, 36.4579
Si, 3.8784, 9.5325, 36.4326
Si, 7.7294, 9.54, 36.4111
Si, 0, 0, 38.353
Si, 3.8672, 0, 38.353
Si, 7.7343, 0, 38.353
Si, 1.9336, 1.3673, 38.353
Si, 5.8008, 1.3673, 38.353
Si, 9.6679, 1.3673, 38.353
Si, 0, 5.469, 38.353
Si, 3.8672, 5.469, 38.353
Si, 7.7343, 5.469, 38.353
Si, 1.9336, 6.8362, 38.353
Si, 5.8008, 6.8362, 38.353
Si, 9.6679, 6.8362, 38.353
Si, 1.9882, 2.7099, 6.8144
Si, 5.7813, 2.7886, 6.7073
Si, 9.6819, 2.7326, 6.7873
Si, 0.0367, 4.0458, 6.7122
Si, 3.8589, 4.1558, 6.7914
Si, 7.7449, 4.0849, 6.7352
Si, 1.9104, 8.2287, 6.8144
Si, 5.7887, 8.2635, 6.7374
Si, 9.6557, 8.2612, 6.6993
Si, -0.0087, 9.6267, 6.8031
Si, 3.8452, 9.6001, 6.8063
Si, 7.7237, 9.6272, 6.7797
Si, 0.0301, 0.1297, 8.7305
Si, 3.9344, -0.032, 8.8042
Si, 7.7141, 0.1536, 8.6689
Si, 2.0053, 1.3987, 8.8411
Si, 5.7626, 1.4773, 8.635
Si, 9.6484, 1.4991, 8.8254
Si, -0.0028, 5.4375, 8.5763
Si, 3.8748, 5.5633, 8.7264
Si, 7.6939, 5.4917, 8.6099
Si, 1.8896, 6.867, 8.7758
Si, 5.8205, 6.9021, 8.6399
Si, 9.6705, 6.7808, 8.4982
Si, 1.9095, 2.8973, 10.7166
Si, 5.7151, 2.8112, 10.587
Si, 9.4771, 2.9353, 10.7947
Si, -0.0819, 4.166, 10.5457
Si, 3.8379, 4.2906, 10.7079
Si, 7.5638, 4.3414, 10.6723
Si, 1.3459, 7.7987, 10.9302
Si, 6.1746, 8.0504, 10.6563
Si, 9.7434, 8.3466, 10.2082
Si, -0.019, 9.6681, 10.5956
Si, 4.5471, 9.8406, 10.8962
Si, 7.8644, 9.6179, 10.4747
Si, -0.127, 0.3668, 13.4329
Si, 5.5865, 0.8054, 11.9305
Si, 7.6355, -0.1806, 12.53
Si, 1.9481, 2.6202, 13.09
Si, 4.612, 1.3405, 13.9623
Si, 8.8921, 1.8031, 12.8794
Si, 0.1447, 5.9636, 12.0343
Si, 1.5244, 4.9599, 13.6599
Si, 7.4318, 6.3716, 12.049
Si, 3.0751, 8.6369, 12.2791
Si, 5.9608, 5.7025, 14.6995
Si, 9.7059, 7.1033, 12.1362
O, 3.8687, 7.2407, 12.7403
O, 7.0171, 6.3772, 13.6558
O, 6.6617, 4.4649, 15.4758
O, 1.2318, 1.2402, 13.6437
O, 7.5004, 9.7125, 13.8551
O, 5.4757, 6.8014, 15.7924
O, 5.7354, 12.8945, 15.011
O, 8.0298, 2.8025, 13.8955
O, 2.625, 9.5684, 13.5925
O, 4.7374, 5.0633, 13.8432
O, 3.4738, 2.5164, 13.7074
O, 11.4143, 10.6671, 11.9304
O, 8.3962, 5.0897, 28.577
O, 4.0161, 10.4407, 29.2111
O, 3.7874, 4.525, 29.1909
O, 0.4701, 9.923, 29.2667
O, 6.7442, 11.4672, 30.1034
O, 6.8832, 6.6844, 30.078
O, 0.1693, 4.6024, 29.1753
O, 5.7577, 2.8025, 29.2566
O, 4.7112, 7.9326, 29.1441
O, 1.2877, 2.2376, 29.3278
O, 13.3119, 7.5825, 29.311
O, 8.034, 9.286, 29.2113
Si, -0.0776, 5.1886, 18.7509
Si, 10.6275, 8.6787, 14.7419
Si, 2.868, 2.6484, 26.4471
Si, 4.5654, 9.2853, 28.2353
Si, -0.8992, 3.7676, 22.9756
Si, -2.0049, 2.0796, 20.8328
Si, 13.8413, 3.8562, 23.6569
Si, 2.1998, 6.9264, 23.5779
Si, 8.2902, 4.2856, 24.596
Si, 7.4937, 8.8512, 27.7055
Si, 9.7953, 1.6841, 27.6388
Si, 0.4235, 8.3895, 28.7025
Si, 5.5364, 10.6849, 24.2688
Si, 2.9616, 8.3129, 18.1219
Si, -0.2707, 12.9324, 18.3705
Si, 2.4221, 11.3035, 17.5764
Si, 4.1521, 4.1495, 21.2041
Si, 9.6639, 10.2926, 25.8897
Si, 5.2051, 10.5085, 21.3678
Si, 7.8696, 1.429, 25.3543
Si, 2.9744, 10.5705, 26.0197
Si, 0.5875, 8.7999, 25.5396
Si, 7.2752, 0.6203, 19.7205
Si, 5.3412, 8.3261, 16.3443
Si, 4.9725, 3.8553, 28.2741
Si, 3.4578, 10.4008, 14.78
Si, 4.4788, 1.6431, 19.4707
Si, 7.0554, 2.9092, 15.2274
Si, 3.6164, 5.5855, 12.7574
Si, 6.7596, 5.5682, 22.1054
Si, 1.0222, 6.6624, 16.2248
Si, 5.0377, 8.1289, 23.0422
Si, 0.6277, 3.3124, 28.2941
Si, 8.6491, 1.1834, 17.04
Si, 7.4263, 5.6225, 27.3738
Si, 7.9783, 9.6104, 15.4309
Si, 2.2223, 6.4386, 20.5356
Si, 9.2942, 5.0165, 20.6317
O, -0.0108, 3.6047, 18.3712
O, 10.3359, 4.967, 21.909
O, 2.5976, 7.667, 19.5564
O, 2.3739, 5.4051, 24.1253
O, 3.6712, 7.6096, 23.7527
O, 2.2646, 7.4838, 16.8878
O, -2.6426, 3.4648, 20.2279
O, 9.9063, 4.12, 24.3613
O, 2.495, 11.0135, 15.9683
O, 1.7185, 6.9612, 22.0055
O, 11.7393, 7.6692, 15.3176
O, 9.3107, 8.6991, 15.7041
O, 4.0147, 3.1224, 19.9487
O, 1.5279, 5.4442, 15.2603
O, 1.5706, 10.0799, 25.381
O, 10.6937, 9.3036, 25.1252
O, 2.3956, 9.8327, 18.2709
O, 7.3916, 7.253, 27.3961
O, -0.7957, 1.5485, 19.8594
O, 3.7286, 1.2346, 18.0742
O, 2.7004, 1.0539, 26.7842
O, 8.1066, 0.3723, 18.3483
O, 6.1117, 1.7146, 19.3348
O, 6.0236, 9.5446, 27.5517
O, 1.0724, 7.6393, 24.5094
O, 6.4866, 0.5711, 25.2973
O, 8.3634, 1.919, 26.8561
O, 1.7705, 3.6104, 27.1757
O, 8.4635, 9.4266, 26.5495
O, 4.4638, 9.2492, 15.3433
O, 0.0955, 6.057, 17.4005
O, 3.2329, 3.5485, 22.4048
O, 7.581, 5.1245, 23.4211
O, 3.596, 5.597, 20.7323
O, 7.8001, 2.5095, 16.6259
O, 4.1067, 0.4968, 20.5895
O, 5.972, 6.9354, 22.477
O, 4.3413, 3.0912, 26.9871
O, 6.488, -0.6636, 20.3586
O, 5.7039, 4.397, 21.6617
O, 8.0304, 5.076, 25.9792
O, 5.654, 11.2915, 22.7463
O, -1.4318, 2.3501, 22.3338
O, 3.4985, 9.3494, 26.9935
O, 5.861, 9.0668, 24.121
O, 1.0943, 5.4954, 19.8414
O, 10.3591, 0.2278, 27.106
O, 1.0887, 12.1385, 17.9783
O, 10.0852, 5.6711, 19.3698
O, 4.5792, 8.3068, 17.7993
O, 9.0469, 0.4223, 24.8016
O, 7.8987, 5.811, 20.9405
O, 10.962, 2.7902, 27.3904
O, 5.9371, 5.0135, 27.6566
O, 2.7205, 2.8655, 24.8443
O, 7.6295, 2.7925, 24.5168
O, 6.8195, 9.0194, 16.4113
O, 0.5175, 8.2844, 27.0867
O, 8.4383, 0.1905, 15.7784
O, 0.6859, 3.6009, 23.2386
O, 4.0124, 10.8456, 24.8018
O, 10.2032, 1.6054, 17.2555
O, 8.3502, 1.0423, 20.8751
O, 4.5907, 9.0582, 21.7626
O, 9.5107, 1.7936, 29.2319
O, 10.0511, 8.2245, 13.3035
O, -1.2986, 1.478, 13.6553
O, 11.3213, -0.7903, 14.5672
O, -1.0052, 7.769, 29.2169
O, 7.9686, 4.5549, 31.1431

Results
free energy: -176783.823 eV
free energy less fixed offsets of O -568.88, Si -635.61 eV per atom: -0.763 eV

Forces (eV/angstrom), in the order of the atoms: element, x, y, z
Si, -0.0001, 0.0379, 0.0238
Si, 0.0018, 0.0522, 0.0201
Si, 0.0012, 0.0479, 0.0028
Si, -0.0033, -0.0535, 0.0067
Si, 0.0018, -0.0164, -0.0131
Si, 0.0015, -0.0606, 0.0023
Si, -0.0084, 0.0167, -0.006
Si, 0.001, 0.0459, 0.0002
Si, 0.0025, 0.0342, -0.0084
Si, -0.0052, -0.0636, 0.0062
Si, 0.0057, -0.0446, -0.0085
Si, 0.0034, 0.0076, -0.0311
Si, 0.0092, 0.0211, 0.0279
Si, 0.0003, 0.0304, -0.0005
Si, -0.0037, 0.0416, 0.0158
Si, 0.0029, -0.0258, -0.0133
Si, 0.0018, -0.0392, -0.0037
Si, 0.0022, -0.0467, -0.017
Si, 0.0053, 0.0376, 0.0148
Si, 0.0052, 0.061, -0.0183
Si, -0.0108, 0.0164, -0.0057
Si, -0.0151, -0.0084, 0.0137
Si, 0.0023, -0.0227, 0.0052
Si, 0.0122, -0.0496, -0.006
Si, 0.0088, 0.1143, 0.0327
Si, -0.0912, 0.0882, 0.1102
Si, 0.0087, 0.1824, -0.0895
Si, 0.138, -0.0463, 0.1733
Si, -0.0627, -0.0108, -0.1871
Si, -0.0162, -0.0917, 0.1287
Si, 0.1013, -0.0345, -0.1341
Si, -0.0577, 0.1676, 0.0454
Si, 0.0384, 0.1029, -0.0755
Si, -0.0408, 0.1081, 0.2689
Si, 0.0009, 0.0796, 0.008
Si, -0.024, 0.0961, -0.2861
Si, -0.0182, 0.0984, 0.0592
Si, -0.0092, -0.0142, -0.0164
Si, 0.0103, 0.0863, 0.0375
Si, -0.0082, 0.0384, -0.0608
Si, 0.0013, -0.0486, 0.0001
Si, 0.0045, -0.0086, -0.0254
Si, -0.018, 0.0858, 0.0295
Si, 0.0038, 0.006, -0.0378
Si, 0.0257, -0.0667, -0.0645
Si, 0.0036, -0.0566, 0.0062
Si, 0.021, -0.0877, 0.0462
Si, -0.0117, -0.0518, 0.0134
Si, -0.0022, -0.0031, -0.003
Si, -0.002, -0.0026, 0.0009
Si, -0.0046, 0.0035, -0.0014
Si, 0.0013, 0.0029, -0.0011
Si, -0.0012, 0, 0.0017
Si, 0.0044, -0.0009, 0.0066
Si, -0.0054, -0.0005, -0.0047
Si, 0.0008, 0.0011, 0.0014
Si, -0.0008, 0.0018, 0.0016
Si, 0.002, 0.0016, -0.0035
Si, 0.002, -0.0024, -0.0005
Si, -0.0015, 0.0009, 0.0023
Si, -0.0026, 0.0004, 0.0012
Si, 0, 0.0023, 0.0003
Si, -0.0008, 0.0012, -0.0027
Si, 0.0003, -0.0017, 0.0029
Si, 0.001, 0.0002, -0.0006
Si, 0.0024, 0.0002, 0.0006
Si, 0.0012, -0.0004, 0.0009
Si, 0.0048, 0.0012, -0.0024
Si, -0.0008, -0.0014, -0.0033
Si, 0.001, 0.0011, 0.0012
Si, 0.0016, 0.0007, -0.0022
Si, -0.0047, -0.0015, -0.0022
Si, -0.0013, -0.0011, 0.0035
Si, 0.0012, -0.0002, 0.0049
Si, -0.0002, 0.0002, 0.0031
Si, -0.0006, 0.0018, 0.0012
Si, -0.0005, -0.0004, 0.0012
Si, 0.0003, 0.0003, 0.002
Si, -0.0006, -0.0003, -0.0001
Si, 0.0024, -0.0011, 0.0012
Si, -0.0042, -0.0021, -0.0021
Si, -0.0018, 0.0015, 0.0034
Si, 0.0014, 0.0007, 0.0038
Si, 0.0009, 0.0008, 0.0042
Si, 0.0004, -0.0024, -0.0007
Si, 0, -0.0015, -0.0006
Si, -0.0001, -0.0027, -0.0006
Si, -0.0002, 0.002, -0.0006
Si, -0.0008, 0.0023, -0.0003
Si, 0.0002, 0.0016, -0.0009
Si, -0.0001, -0.0006, -0.0008
Si, -0.0012, -0.0019, -0.0018
Si, 0.0002, -0.0011, -0.0006
Si, 0.0003, 0.0008, -0.0023
Si, -0.0002, 0.0014, -0.0004
Si, -0.0006, 0.0007, -0.0012
Si, 0.0194, -0.0042, 0.0625
Si, 0.0188, -0.0565, -0.0184
Si, -0.0157, -0.0497, -0.123
Si, -0.0047, -0.1192, 0.0931
Si, 0.0264, -0.088, -0.0215
Si, -0.0254, -0.0556, -0.0004
Si, -0.0542, 0.0192, -0.0081
Si, 0.0471, -0.0132, 0.0257
Si, 0.0021, -0.0216, -0.0374
Si, 0.0353, -0.1806, 0.0901
Si, -0.0043, -0.1177, -0.0891
Si, -0.0026, -0.0817, 0.0085
Si, -0.0018, -0.0039, 0.0022
Si, -0.0015, -0.0015, 0.0002
Si, -0.0004, -0.0004, 0.0015
Si, 0.002, 0.0016, -0.0016
Si, 0.0003, 0.001, -0.0008
Si, 0.0008, 0.001, 0.0012
Si, 0.0017, 0, -0.0023
Si, -0.0008, -0.002, -0.0013
Si, -0.0009, 0.0001, -0.0007
Si, 0.0001, 0.0004, 0.0022
Si, -0.0004, 0.0019, 0.0015
Si, 0, 0.001, 0.0008
Si, -0.0008, 0.0005, 0.0025
Si, -0.0022, -0.0006, -0.0029
Si, 0.0011, -0.0008, 0.0003
Si, 0.0022, 0.0038, -0.0019
Si, -0.0033, 0.0012, -0.0008
Si, 0.001, -0.0006, -0.0008
Si, -0.0114, -0.0007, -0.0005
Si, -0.0032, -0.0013, 0
Si, -0.0079, -0.0015, -0.0014
Si, 0.0054, 0.0002, 0.0004
Si, 0.0028, 0.0041, 0.0027
Si, 0.0135, -0.0042, -0.0038
Si, 0.0014, 0.0017, 0.0057
Si, 0.0059, 0.0033, -0.0008
Si, -0.0026, 0.0012, 0
Si, 0.006, 0.0012, 0.0016
Si, -0.0056, -0.0059, -0.0066
Si, -0.0017, -0.0063, -0.0017
Si, 0.0008, -0.0004, 0.0024
Si, -0.0116, -0.0029, 0.0009
Si, -0.0014, 0, 0.0035
Si, -0.0012, 0.0074, -0.0036
Si, 0.002, -0.0064, -0.0032
Si, 0.002, 0.0059, 0.0018
Si, 0.0043, 0.0029, 0.001
Si, -0.0028, 0.0042, 0.003
Si, 0.0009, -0.0032, 0.0024
Si, -0.0032, 0.0094, -0.009
Si, -0.0003, 0.0037, -0.0008
Si, -0.0027, -0.0006, 0.0015
Si, 0.0022, -0.0046, -0.0016
Si, 0.0023, -0.0021, 0.0026
Si, 0.0005, 0.0075, 0.0056
Si, 0.0027, -0.0066, -0.0055
Si, -0.0043, -0.0007, -0.0005
Si, -0.0025, -0.0002, -0.0005
O, -0.001, 0.004, -0.0005
O, 0.0042, 0.0015, -0.006
O, -0.0009, -0.0002, 0.0005
O, -0.0042, -0.0061, 0.003
O, -0.0002, 0.0028, -0.0036
O, 0.0007, -0.0009, -0.0002
O, -0.003, -0.0005, -0.0008
O, 0.0017, 0.0003, -0.0026
O, -0.0001, -0.0013, 0.0015
O, -0.0013, -0.0013, 0.0005
O, 0.0054, -0.0056, 0.0014
O, 0.0009, -0.0048, -0.0035
O, 0.0002, -0.0009, -0.0013
O, -0.0011, 0.0024, 0.001
O, -0.0029, 0.0025, 0.001
O, -0.0012, 0.0002, 0.0012
O, -0.0006, 0.0006, -0.0026
O, -0.0009, -0.0007, -0.0009
O, 0.0001, 0.0029, 0.0035
O, 0.0003, -0.0015, -0.0007
O, -0.0006, -0.0034, 0.0012
O, 0.0012, -0.0035, 0.0023
O, 0, -0.0025, 0.0035
O, -0.0001, -0.0014, -0.002
Si, -0.0006, -0.0005, -0.0027
Si, 0.0053, -0.0015, 0.0052
Si, -0.0017, -0.0012, 0.0013
Si, 0.0005, 0.0018, -0.0005
Si, -0.0002, 0.0001, 0
Si, -0.0001, 0.0005, -0.0017
Si, -0.0009, 0.0006, -0.0007
Si, 0.0001, 0.0004, -0.0008
Si, -0.0001, -0.0013, -0.0002
Si, 0.0003, 0.0005, 0.0003
Si, -0.0018, -0.0025, 0.0022
Si, -0.0005, 0.0021, -0.0032
Si, -0.0003, 0.0005, 0
Si, -0.0017, -0.0003, -0.0039
Si, -0.002, 0.0004, -0.0019
Si, 0, 0.0014, 0.0017
Si, -0.0006, -0.0004, -0.0014
Si, -0.0001, 0.0006, 0.0009
Si, -0.0003, -0.0002, -0.0007
Si, 0.0002, 0.0002, 0.0001
Si, -0.0016, 0.0006, 0.0008
Si, 0.0001, 0.0027, -0.0002
Si, 0, -0.0012, -0.0023
Si, -0.0007, -0.0004, 0.0002
Si, 0.0003, -0.0002, 0.0004
Si, 0.0018, 0.0006, -0.0015
Si, -0.0005, -0.0003, -0.0012
Si, 0.0008, -0.0012, 0
Si, -0.0021, 0.0061, 0.0122
Si, 0.0007, -0.0002, -0.0008
Si, -0.0015, 0.0073, -0.0032
Si, -0.0007, 0.0003, -0.0017
Si, 0.0002, 0.0014, -0.0006
Si, 0.0018, -0.0009, 0.001
Si, -0.0011, 0.0007, 0.0012
Si, 0.001, 0.0021, 0.0002
Si, -0.0006, -0.0003, -0.0018
Si, -0.0013, -0.0002, -0.0021
O, -0.0002, 0.0003, 0.0017
O, -0.0006, 0.0006, 0.0006
O, 0.0003, 0.0019, -0.0004
O, 0.0001, 0, 0.0002
O, 0, -0.0001, 0.0005
O, -0.004, 0.0006, 0.0009
O, -0.0008, 0.0003, 0.0016
O, -0.0003, -0.0002, -0.0006
O, -0.0008, -0.0003, -0.0002
O, -0.0002, -0.0002, -0.0003
O, 0.0022, -0.0022, 0.0041
O, -0.0029, 0.0018, 0.0015
O, -0.0005, -0.0008, 0.0011
O, -0.0002, 0.0002, -0.0056
O, -0.0005, -0.0008, 0.0003
O, 0.0001, -0.0003, 0.0001
O, 0.0012, -0.0029, 0.0006
O, -0.0001, 0.0002, -0.0009
O, 0, 0.0001, 0.0012
O, -0.0012, -0.0003, 0.0005
O, -0.0004, -0.0003, -0.0005
O, 0.0001, 0.0007, 0.0003
O, -0.0008, 0.0004, 0.0015
O, -0.0017, 0.0004, -0.0015
O, -0.0007, -0.0003, 0.0008
O, -0.0011, -0.0003, -0.0006
O, -0.0004, 0.001, -0.0002
O, -0.0019, 0.0012, -0.0002
O, -0.0022, -0.0013, 0.0005
O, -0.0006, 0.0015, 0.0016
O, 0.0002, 0.0009, 0.0003
O, 0.0004, 0.0004, 0.0005
O, -0.0015, 0.0011, -0.0006
O, -0.0008, 0.0016, 0.0013
O, -0.0023, 0.0019, -0.0016
O, -0.0006, 0.0012, 0.001
O, -0.0002, -0.0002, 0.0014
O, 0.0023, 0.0019, 0.0008
O, -0.0004, 0.0014, 0.0012
O, -0.0006, 0, 0.0013
O, -0.0008, 0.0009, 0.001
O, -0.0009, -0.0004, 0.0001
O, -0.0009, -0.0002, 0.0001
O, 0.0001, -0.0006, -0.0002
O, -0.0009, 0, 0.0004
O, -0.0007, 0.0001, 0.0015
O, -0.0001, 0.0004, 0
O, 0.0018, -0.0017, 0.0008
O, 0.0006, -0.0002, 0.0017
O, -0.0019, 0.0004, -0.0001
O, -0.0003, 0, 0.0006
O, -0.0002, 0, 0.0012
O, 0.0002, 0.0014, -0.0007
O, -0.0001, -0.001, -0.0004
O, -0.0005, 0.0001, 0.0003
O, -0.0001, 0.0002, 0.0009
O, 0, 0, -0.0007
O, -0.0006, -0.0001, 0.0024
O, -0.0011, -0.0021, -0.0001
O, -0.0005, 0.0003, 0.001
O, -0.0004, -0.0001, 0.0003
O, -0.0008, -0.0006, 0.001
O, -0.0004, 0.0006, 0.0014
O, -0.0005, -0.0001, 0.0015
O, 0.0019, -0.0004, 0.0001
O, -0.0009, 0.0001, -0.0022
O, -0.0003, -0.0018, 0.0009
O, -0.0017, -0.0008, 0.0008
O, -0.0015, -0.0006, 0.0008
O, -0.0016, -0.0012, 0.0016

The program warned: the cutoff lies below the one the program advises for these potential files; the exchange-correlation potential is rough where the density is thin.
